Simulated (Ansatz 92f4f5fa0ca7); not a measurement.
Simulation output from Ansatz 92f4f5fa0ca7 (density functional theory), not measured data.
Periodic cell of 254 atoms, Si144O106N4, from a study of silicon, its oxide and their interface. The atomic structure is a simulated model.
This geometry differs little from another in the collection (a relaxation step or a small displacement).

Settings: functional r2SCAN; potential files Ansatz PAW; basis plane waves; wave-function cutoff 800 eV; density cutoff ratio 5; exchange-correlation grid ratio 1; k mesh 1 x 1 x 1, shifted by 0.5 0.5 0 of a step; self-consistency stop 1e-10 eV per atom in the density residual; occupations fixed; spin none; net charge 0.

Cell vectors (angstrom)
a 10.887 0 0
b 0 10.887 0
c 0 0 35.9762

Atoms: element, x, y, z (angstrom)
Si -0.3246 0.347 -0.1686
Si 3.0386 2.452 0.1027
Si -0.2989 5.8096 0.0989
Si 3.1321 7.879 0.2006
Si 5.1046 0.1039 0.1011
Si 8.2546 2.5383 0.0857
Si 5.4162 5.6688 -0.0116
Si 8.3399 8.0174 0.0855
Si 1.3408 1.3314 1.264
Si 4.2265 4.0614 1.307
Si 1.3939 6.8144 1.3827
Si 4.0782 9.5034 1.5634
Si 6.7595 1.2823 1.3567
Si 9.4847 4.1239 1.333
Si 6.8305 6.8417 1.4284
Si 9.5765 9.596 1.2722
Si 0.0155 2.7404 2.65
Si 2.622 -0.0071 2.755
Si 0.0461 8.2411 2.6957
Si 2.7689 5.3853 2.6741
Si 5.4906 2.711 2.7413
Si 8.1795 -0.0247 2.7017
Si 5.5019 8.1719 2.8304
Si 8.1613 5.4458 2.7568
Si 1.3916 4.058 4.0493
Si 4.0546 1.3701 4.0553
Si 1.3332 9.5409 4.1525
Si 4.0871 6.7721 4.0858
Si 6.8177 4.0795 4.1198
Si 9.5341 1.3781 4.0384
Si 6.8668 9.5289 4.1349
Si 9.5513 6.8404 4.0465
Si -0.0263 0.0291 5.4719
Si 2.716 2.7103 5.4532
Si 0.025 5.4498 5.3871
Si 2.7286 8.1517 5.4408
Si 5.4393 0.009 5.4127
Si 8.1861 2.7187 5.4404
Si 5.443 5.4344 5.4734
Si 8.2009 8.154 5.4758
Si 1.3584 1.3659 6.8396
Si 4.0691 4.0743 6.8148
Si 1.3483 6.8056 6.7844
Si 4.095 9.5266 6.7828
Si 6.7915 1.3654 6.7792
Si 9.5615 4.086 6.7724
Si 6.8161 6.8014 6.8303
Si 9.5251 9.5339 6.835
Si -0.011 2.7381 8.1947
Si 2.7327 -0.0273 8.17
Si 0.0034 8.1567 8.174
Si 2.6911 5.4468 8.1429
Si 5.4237 2.6955 8.1579
Si 8.1461 0.0224 8.1522
Si 5.4485 8.1961 8.172
Si 8.2073 5.4248 8.153
Si 1.3426 4.1199 9.5454
Si 4.0717 1.3388 9.5518
Si 1.3553 9.5162 9.5359
Si 4.0387 6.8253 9.4768
Si 6.8401 4.0302 9.4674
Si 9.4995 1.3517 9.5419
Si 6.8072 9.5784 9.5359
Si 9.5437 6.7884 9.5483
Si -0.0133 -0.0109 10.8954
Si 2.6574 2.7019 10.8658
Si 0.0068 5.4542 10.978
Si 2.6847 8.1461 10.9071
Si 5.4758 0.038 10.9547
Si 8.1378 2.6926 10.926
Si 5.4559 5.4327 10.7015
Si 8.1782 8.1988 10.8457
Si 1.2281 1.4233 12.2863
Si 4.1536 4.0641 12.0457
Si 1.3748 6.8122 12.3863
Si 4.0574 9.5347 12.2042
Si 6.8369 1.3704 12.4181
Si 9.4786 4.0595 12.2815
Si 6.7326 6.8231 12.054
Si 9.5664 9.4671 12.2779
Si -0.2464 2.6838 13.7995
Si 2.7113 0.0536 13.4917
Si -0.0173 8.1751 13.8205
Si 2.848 5.3002 13.4806
Si 5.4075 2.8777 13.6224
Si 8.2337 -0.1169 13.717
Si 5.3635 8.0733 13.4742
Si 8.0718 5.5298 13.4234
Si 1.573 3.806 14.7566
Si 3.8024 1.6528 14.8118
Si 1.2284 9.9081 14.9683
Si 4.2809 6.5316 14.9071
Si 6.5749 4.5323 14.8954
Si 9.656 0.9302 15.3363
Si 6.9874 9.0866 14.7853
Si 9.1809 6.8819 14.9773
Si 4.7853 3.7587 19.0905
Si 11.6097 -5.0119 33.1739
Si 6.0143 -1.5077 17.6014
Si -3.9486 -8.6298 20.2473
Si -8.1722 -3.0097 20.0442
Si 9.0798 6.7516 23.2089
Si 13.9509 13.1546 30.8542
Si 4.1871 20.4812 22.1009
Si 0.8549 28.3282 21.7727
Si 26.907 18.4824 31.7918
Si 12.3278 12.3696 16.59
Si 13.216 18.8318 16.978
Si 7.4072 4.682 24.8626
Si 5.9835 13.8252 31.1457
Si 11.1917 5.7407 16.9238
Si 17.5369 -1.4052 33.8211
Si 6.0942 28.1222 27.1534
Si 16.3736 -12.4554 27.4746
Si 10.6348 19.7314 24.8265
Si 7.2076 9.1802 22.8235
Si -1.6136 26.8055 31.5613
Si 15.9005 23.1824 22.6625
Si -4.0074 27.3954 30.1451
Si -2.2124 1.8041 25.4117
Si -9.0146 14.0726 33.3063
Si 14.1864 19.2637 29.3906
Si -2.9925 -10.3808 31.8323
Si 9.7897 23.3671 20.4155
Si 8.042 10.1874 29.1164
Si -18.5717 16.0537 21.1498
Si -2.6866 0.4322 18.199
Si 15.324 15.0756 23.7335
Si -5.068 17.0524 17.4244
Si 12.2407 -4.4897 28.2213
Si 3.3307 -16.0316 25.9964
Si -6.7309 0.9209 17.625
Si 13.3635 7.9705 24.1374
Si -0.7648 1.1323 28
Si 6.9586 -17.636 33.6598
Si 8.396 15.6922 17.1111
Si 11.301 14.5432 29.6542
Si -0.1978 3.4682 18.4662
Si -0.4686 -1.7816 27.8033
Si -23.1506 21.9584 22.9161
Si -4.5068 21.6931 25.125
Si 24.4728 -2.6641 33.2731
Si 2.0871 10.3521 31.1639
Si 21.6713 11.7391 32.853
O 2.3806 -7.6383 34.8264
O 5.4981 -0.8342 34.802
O 4.5522 2.7066 30.435
O 11.2372 -5.5205 34.6621
O -5.0409 14.3942 32.667
O -3.2042 8.5955 34.6907
O 15.1023 6.7473 35.6645
O 6.2086 5.2814 34.5658
O 2.7433 20.4926 32.4442
O 11.4016 13.1998 33.1881
O 9.4267 1.5024 35.6085
O 16.8742 4.3698 24.1477
O 7.5056 3.0477 34.7159
O 3.4588 4.4618 25.0029
O -0.0577 2.7234 19.8809
O 7.3587 10.7818 33.2183
O -2.6506 4.5495 32.7357
O 8.0664 -2.8754 15.4367
O 10.8886 10.8515 34.2357
O 2.5182 11.6671 17.5908
O -2.4496 2.395 20.8272
O 7.4869 -1.0407 18.1574
O 4.8736 -0.454 18.1623
O 1.5934 -16.6283 21.4107
O -20.4001 -3.5524 33.0789
O 9.142 1.3895 23.9196
O 9.4684 0.5243 19.2177
O 6.076 9.633 16.0108
O -10.4305 26.7242 18.3488
O 9.887 1.6225 26.467
O 3.6226 3.934 20.2013
O -8.1173 8.2199 18.4808
O 4.647 1.087 16.0888
O 9.9983 -1.6646 26.2456
O -2.1622 0.916 16.7179
O 7.3321 16.6464 17.8568
N 11.2638 0.3358 15.7621
O -3.8191 1.3891 18.8699
O -11.6152 -7.0065 30.8097
O 16.9195 1.6506 21.433
O 10.7813 13.3059 28.7373
O -2.6984 10.3623 22.27
O 19.2647 5.4277 23.8007
O 10.3731 9.9618 23.6943
O -5.1119 20.1036 22.062
O -3.3322 3.8871 16.0547
O 15.3616 13.2186 18.3729
O 10.3689 0.8099 21.6913
O 25.9821 24.4868 23.1331
O 6.9958 31.2544 24.407
O 9.9312 -3.4224 24.378
O 4.4931 19.1536 30.474
O -2.9524 29.523 22.6318
O 6.0961 19.4912 32.5958
O -0.5797 16.9166 32.2643
O 1.6421 17.9798 23.0748
O 7.5134 0.7778 25.8796
O 6.2414 -7.2401 19.8033
O 12.086 4.9088 15.8924
O 3.4897 8.973 23.4076
O 14.9553 1.2719 35.5599
O 6.5512 20.8171 28.5419
O 10.1596 28.159 22.0347
O 13.0698 9.3006 16.1458
O -13.0993 22.503 28.6408
O -7.462 17.9462 16.1997
O -1.8388 19.8777 28.6676
N 13.2884 2.4583 15.4956
O 11.314 24.2596 17.3445
O 4.8192 15.9963 18.1797
O 11.5098 5.1227 28.9418
O -12.3266 -3.9911 35.6296
O -7.3231 -4.3439 20.3751
O -2.7661 3.3208 25.3593
O 0.4062 18.6183 28.0168
O 6.8896 12.498 31.2269
N -5.267 38.4229 15.7149
O 2.6434 17.8155 29.0677
O 12.5779 15.5598 32.6853
O -5.1977 18.6593 17.8192
O 15.4956 -5.1584 26.9833
O 13.8296 22.4615 30.5536
O 3.002 2.4306 32.4575
O -8.9476 5.791 26.8255
O 0.1269 10.6281 28.1177
O -10.2172 10.9399 31.6683
O 7.1323 16.5181 26.1474
O 8.001 21.1042 30.7345
O 14.9318 -16.5793 22.5276
O 1.8758 14.0339 30.1869
O 20.016 3.7459 18.0927
O 8.436 16.7803 30.4803
O 23.8351 -1.6312 29.9764
N 20.4627 -5.0501 16.3567
O 12.0751 -3.2765 20.5637
O 16.1947 10.3438 26.2353
O 3.4066 7.0712 25.0856
O 0.8855 -3.6585 17.0164
O 6.5344 17.0443 28.6885
O 3.9712 0.3004 22.1532
O 6.7093 4.0186 30.2014
O 14.809 -3.6265 32.8112
O 16.9574 7.9332 26.8828
O 14.8999 -12.7048 28.1134
O 13.6011 -2.22 34.8196
O -5.1089 0.8542 23.9662
O 16.8376 -4.5916 31.2992
O -12.4537 12.021 32.2482
O 1.3505 -2.1668 25.0216
O 14.3183 9.1045 20.7772

Results
free energy: -154116.422 eV
free energy less fixed offsets of N -386.36, O -570.45, Si -639.56 eV per atom: -6.642 eV

Forces (eV/angstrom), in the order of the atoms: element, x, y, z
Si 0.0008 -0.0003 0.2762
Si 0.0127 -0.0188 0.1851
Si -0.0532 0.0126 0.2174
Si 0.0007 -0.0657 0.1855
Si 0.0103 0.0649 0.1896
Si 0.0568 -0.0495 0.1879
Si -0.0549 0.0337 0.2058
Si 0.0646 -0.0115 0.2209
Si -0.0009 0.0173 0
Si -0.0292 -0.0206 0.0084
Si -0.0149 -0.0025 -0.0054
Si -0.0141 0.0071 0.0101
Si 0.0042 0.0162 0.0103
Si 0.0023 0.0117 -0.0044
Si 0.0083 0.0141 0.0101
Si 0.0021 0.0075 -0.011
Si 0.0117 0.0071 0.0309
Si 0.0196 -0.0173 0.0494
Si -0.0133 -0.0188 0.0484
Si 0.017 0.0011 0.0407
Si -0.0226 0.0058 0.0217
Si -0.0006 -0.0179 0.0376
Si 0.003 0.0015 0.0486
Si -0.0046 0.0187 0.0352
Si -0.0198 0.012 -0.0127
Si 0.0013 -0.0299 -0.016
Si 0.0028 0.0212 0.0087
Si 0.002 0.0278 -0.0286
Si 0.0212 0.0002 -0.0089
Si 0.0104 0.0092 -0.0146
Si -0.0249 -0.0106 0.0097
Si 0.0122 -0.0207 -0.019
Si 0.0044 -0.0241 0.0152
Si -0.0065 0.0027 -0.0003
Si 0.0153 0.0058 0.004
Si -0.0043 0.0001 0.0048
Si 0.0039 0.0024 0
Si -0.0085 0.0165 -0.0003
Si -0.0008 -0.0139 -0.0026
Si -0.0012 0.0058 0.011
Si 0.0008 0.0157 0.0286
Si -0.007 -0.0025 0.0074
Si 0.0187 -0.0105 -0.0066
Si 0.0047 -0.0054 0.009
Si -0.0178 -0.0004 -0.0008
Si -0.0074 0.0075 0.015
Si 0.0101 0.007 0.0175
Si -0.0099 0 0.0153
Si 0.0062 -0.0074 -0.0072
Si 0.0066 -0.0047 -0.0005
Si -0.0028 0.005 0.0041
Si 0.0031 0.0084 -0.0024
Si 0.0104 0.0163 -0.0091
Si -0.0112 -0.022 0.0043
Si -0.0228 -0.0067 -0.0074
Si -0.0128 -0.0298 -0.0064
Si 0.0043 0.0089 -0.0058
Si 0.0022 -0.0073 -0.0063
Si -0.0053 0.001 -0.0068
Si 0.0159 -0.0002 -0.0163
Si -0.0296 0.0064 -0.0246
Si 0.0047 0.0092 0.002
Si -0.0008 0.0052 -0.0227
Si -0.0013 -0.0102 0.0001
Si 0.0172 -0.0171 0.0208
Si 0.0299 0.0401 0.0329
Si -0.0414 -0.0297 0.0269
Si 0.0621 -0.0103 0.0165
Si -0.0345 -0.0217 0.009
Si 0.0191 0.0309 0.0256
Si 0.0191 0.0112 -0.0259
Si -0.009 0.0083 -0.0037
Si -0.0324 -0.0458 -0.0315
Si -0.0182 -0.0025 -0.0935
Si 0.0293 0.0171 -0.0157
Si 0.0105 -0.0075 -0.0338
Si -0.0007 -0.0108 -0.0272
Si -0.0486 0.0435 -0.0198
Si -0.0162 -0.0205 -0.0837
Si -0.0681 0.0188 -0.0354
Si -0.0143 0.0687 -0.087
Si 0.025 -0.0956 -0.0899
Si 0.014 -0.012 0.0372
Si -0.0086 -0.0576 0.0536
Si -0.0571 0.0002 0.0824
Si 0.0197 -0.0314 0.0256
Si -0.0559 0.037 -0.03
Si 0.0384 -0.0064 -0.0337
Si -0.0501 -0.0281 -0.0195
Si -0.0134 0.1008 -0.111
Si -0.054 -0.0592 -0.155
Si -0.0338 -0.015 -0.1143
Si -0.0269 -0.1001 -0.1061
Si 0.0704 0.0993 -0.1666
Si 0.0345 0.0125 -0.1394
Si 0.0845 0.0143 -0.0641
Si 0.008 0.0108 -0.2098
Si 0.0009 -0.0455 0.2056
Si -0.0225 -0.026 -0.1463
Si 0.0519 0.0279 -0.2773
Si -0.0059 -0.0583 -0.2814
Si 0.0746 0.0156 -0.153
Si 0.0172 -0.0123 0.1486
Si -0.0503 -0.0488 -0.2168
Si 0.1069 -0.0006 -0.251
Si -0.0072 0.0063 0.2431
Si 0.0412 0.0274 -0.175
Si 0.0084 -0.0037 -0.2594
Si -0.0447 0.0224 -0.0468
Si -0.0157 0.0343 0.1939
Si -0.0442 0.018 -0.1993
Si -0.0229 -0.0281 0.2726
Si 0.0135 0.0066 0.1859
Si -0.013 -0.0367 0.1553
Si 0.0162 0.0082 -0.0527
Si -0.0161 0.0529 -0.114
Si -0.035 0.0082 0.192
Si 0.0358 0.0382 -0.2356
Si 0.0196 -0.09 0.214
Si 0.0502 -0.0642 -0.0339
Si 0.0189 -0.0075 0.1941
Si 0.024 0.0276 0.2188
Si 0.0158 0.0409 0.2213
Si 0.0152 0.0561 -0.299
Si -0.0059 0.0361 0.2203
Si 0.0049 -0.0265 -0.2758
Si 0.0353 0.0178 -0.2016
Si -0.0515 0.0355 -0.1879
Si 0.0893 -0.0397 -0.2912
Si 0.0035 -0.03 0.1602
Si 0.0121 0.0367 0.0013
Si -0.06 -0.0293 -0.2651
Si -0.0288 -0.0335 -0.1362
Si 0.0023 0.0357 0.1343
Si -0.0352 0.0099 0.2211
Si 0.098 -0.0585 -0.207
Si 0.0219 -0.0166 0.2347
Si 0.0449 0.0174 -0.2247
Si -0.0043 -0.0044 0.1089
Si 0.032 0.0526 -0.2148
Si 0.0027 -0.013 -0.0641
Si 0.0036 -0.0018 0.1903
Si -0.0168 0.0568 0.1996
Si 0.0235 -0.047 0.2299
O -0.026 0.0516 -0.141
O 0.055 -0.0544 -0.1509
O -0.0094 0.0032 -0.065
O 0.0395 -0.0365 -0.167
O -0.038 -0.025 -0.1376
O -0.0725 0.0574 -0.1792
O -0.0294 0.0113 -0.1
O 0.0465 -0.0366 -0.1738
O -0.0043 0.0588 -0.0986
O -0.0231 0.0109 -0.0842
O 0.0159 -0.0077 -0.1301
O 0.0596 0.0058 0.0415
O -0.0382 0.0271 -0.1394
O -0.0231 -0.0252 0.0588
O -0.0228 -0.0424 0.1441
O 0.0239 0.0601 -0.1117
O 0.065 0.0171 -0.1239
O -0.0118 0.0539 0.03
O 0.0062 0.0065 -0.2242
O -0.0061 -0.0183 0.0994
O -0.0117 -0.0036 0.1005
O 0.0238 -0.0081 0.0867
O 0.0034 -0.0011 0.1081
O -0.0441 0.0121 0.0848
O -0.0011 0.0417 -0.0788
O -0.0264 0.0329 0.0849
O 0.035 0.024 0.1068
O -0.0329 -0.0044 0.1073
O 0.0229 -0.0052 0.1565
O -0.0112 0.0245 -0.0598
O -0.0609 0.0202 0.1437
O 0.022 0.0195 0.2281
O 0.0854 -0.0471 0.1378
O -0.0154 0.0017 -0.0357
O -0.0827 -0.0381 0.0969
O -0.0441 0.0058 0.1021
N 0.0527 -0.0134 0.1416
O -0.0517 0.0179 0.1029
O 0.0582 -0.0578 -0.0939
O -0.086 -0.0445 0.1871
O -0.0267 -0.0655 -0.0984
O -0.0288 -0.0258 0.0458
O -0.0232 -0.0366 0.0432
O 0.0306 -0.0347 0.0586
O 0.0603 -0.0119 0.0474
O 0.0305 0.0492 0.0839
O 0.0337 0.0445 0.119
O 0.0112 -0.0789 0.189
O -0.0235 0.0057 0.0795
O 0.0162 -0.0024 0.0758
O -0.01 0.0031 0.0672
O -0.0528 0.0434 -0.1484
O -0.003 -0.0355 0.0372
O -0.0173 -0.0241 -0.1305
O -0.0462 0.0126 -0.1033
O 0.0294 0.0472 0.1569
O -0.0108 0.0078 0.0356
O 0.045 -0.0079 0.0864
O 0.0601 0.0348 0.0269
O -0.0068 0 0.1189
O -0.0208 0.0118 -0.0892
O -0.0274 -0.0123 -0.0808
O -0.1003 0.0007 0.0847
O 0.0349 -0.0444 0.0837
O 0.0167 0.0252 -0.0688
O -0.0142 0.0312 0.1152
O 0.0399 -0.0362 -0.0639
N -0.0419 0.0319 0.0977
O -0.0034 -0.0046 0.0486
O -0.0384 -0.0125 0.1125
O 0.0086 0.078 -0.1023
O 0.014 -0.0145 -0.1009
O 0.0242 -0.0133 0.0759
O 0.0093 0.015 0.0209
O -0.0235 0.0296 -0.0391
O 0.0049 -0.0175 -0.0746
N -0.0401 -0.0047 0.1051
O -0.0174 -0.0398 -0.0686
O 0.01 0.0047 -0.1018
O -0.0267 0.0452 0.1132
O -0.0127 -0.0103 -0.0254
O 0.0132 -0.0244 -0.0679
O 0.0233 -0.0223 -0.078
O 0.0021 -0.0289 -0.06
O 0.0189 -0.0185 -0.0516
O 0.009 -0.0164 -0.1114
O 0.0341 -0.0083 -0.0215
O 0.0014 -0.0786 -0.1574
O 0.0714 -0.0197 0.1795
O -0.0673 0.0534 -0.0843
O -0.067 -0.0519 0.1432
O -0.0024 0.0614 -0.0937
O 0.0049 -0.0534 -0.1147
N -0.0181 -0.0013 0.0135
O -0.0853 -0.024 0.1304
O -0.0124 0.0367 -0.0305
O 0.0348 -0.0131 0.0366
O -0.0114 0.0101 0.088
O -0.0421 0.057 -0.1845
O -0.0216 0.0149 0.0585
O 0.0208 0.0248 -0.0847
O 0.0296 -0.0421 -0.0861
O 0.0171 0.01 -0.0695
O 0.0316 0.0266 -0.1096
O -0.0192 0.034 -0.1488
O 0.0251 -0.024 0.1117
O 0.0168 -0.0234 -0.0787
O -0.048 0.0133 -0.0915
O 0.011 0.0204 0.0429
O 0.0654 0.0842 0.141

The program warned: the cutoff lies below the one the program advises for these potential files; the forces do not sum to zero within the program's tolerance; empty levels may hold ghost states of the PAW files; the exchange-correlation potential is rough where the density is thin.
